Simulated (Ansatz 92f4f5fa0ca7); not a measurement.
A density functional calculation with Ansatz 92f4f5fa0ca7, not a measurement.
Periodic cell of 226 atoms, Si133O92B1, from a study of silicon, its oxide and their interface. The atomic structure is a simulated model.
Doubt: the cutoff is far below the 930 eV that the study's wrapper takes by default for these files, so forces and energies are approximate.

Settings
functional: PBE
potential files: Ansatz PAW
basis: plane waves
wave-function cutoff: 580 eV
density cutoff ratio: 5
exchange-correlation grid ratio: 1
k mesh: 1 x 1 x 1, Gamma-centred
self-consistency stop: 5e-08 eV per atom in the density residual
occupations: fixed
spin: none
net charge: -1 e, with a uniform compensating background and no finite-size correction

Cell vectors (angstrom)
a 10.938 0 0
b 0 10.938 0
c 0 0 31.9494

Atoms and the computed forces on them: element, x, y, z (angstrom), force x, y, z (eV/angstrom)
Si 10.6211 0.0054 24.4355 -0.0111 0.0364 0.3396
Si 5.0441 0.1118 24.7006 0.091 0.13 0.1829
Si 2.8063 2.2542 24.5712 0.1373 0.1163 0.1703
Si 8.5553 2.4449 24.5797 0.0844 -0.1243 0.2146
Si 10.7238 5.6208 24.3831 -0.0852 -0.0513 0.2307
Si 5.1642 5.6144 24.4682 -0.1359 0.1092 0.2155
Si 2.9835 7.956 24.4265 -0.0166 -0.03 0.3804
Si 8.4524 7.8522 24.4701 -0.0378 -0.0979 0.2132
Si 1.3031 1.0678 25.8916 -0.0369 0.0299 -0.0454
Si 6.8061 1.3198 25.7554 0.0136 -0.0402 -0.0232
Si 3.9781 4.0018 25.7393 -0.0363 0.0363 -0.0134
Si 9.6936 4.0276 25.8657 0.0434 -0.0309 -0.009
Si 1.3229 6.8584 25.7381 0.0551 0.0292 -0.0395
Si 6.8088 6.7368 25.7654 -0.0184 0.0335 -0.0032
Si 3.932 9.4877 26.0061 0.0406 -0.0616 -0.0659
Si 9.558 9.425 25.8714 -0.0245 0.0678 -0.048
Si 2.474 -0.2894 27.4257 0.0983 0.0451 0.1878
Si 8.1666 -0.0684 27.1457 -0.1251 -0.0325 0.0018
Si 0.0907 2.6376 27.2089 -0.0292 0.106 0.03
Si 5.4334 2.7048 27.1254 0.0369 0.0262 -0.059
Si 2.6683 5.4371 27.1095 -0.0062 -0.121 -0.0361
Si 8.2225 5.4051 27.1483 -0.0542 -0.0553 -0.045
Si 0.1689 8.3123 27.3021 0.049 0.0607 0.1828
Si 5.4871 8.1572 27.1758 0.0934 -0.0161 0.0323
Si 4.0396 1.2845 28.4706 -0.1434 -0.1362 -0.0024
Si 9.5977 1.265 28.5104 0.0534 0.0339 0.0379
Si 1.4002 4.0692 28.5663 -0.0977 0.0121 -0.0929
Si 6.816 4.0677 28.5178 -0.014 0.01 -0.0642
Si 4.0335 6.8249 28.4882 0.0108 0.0976 0.0692
Si 9.6118 6.8371 28.4679 0.0021 0.0414 0.0258
B 1.313 9.4923 28.644 -0.0354 -0.0465 -0.3008
Si 6.8252 9.5407 28.5637 -0.0164 0.0183 -0.1109
Si 0.1237 -0.1765 29.7617 -0.0198 -0.074 0.0567
Si 5.4357 -0.0084 29.8817 0.0559 0.0188 0.0369
Si 2.7773 2.7047 29.8873 0.0226 -0.0342 0.0298
Si 8.2092 2.6847 29.8487 0.0456 -0.02 0.0529
Si -0.0165 5.4548 29.8774 0.0354 -0.0494 0.0355
Si 5.4371 5.4701 29.8619 0.0104 0.0089 0.0419
Si 2.5865 8.3013 29.7466 -0.0733 -0.012 0.0393
Si 8.2333 8.1799 29.8733 -0.0117 -0.068 0.0022
Si 1.3649 1.3241 31.1867 -0.055 -0.0009 -0.0254
Si 6.8294 1.3662 31.2347 -0.0342 0.0037 -0.0091
Si 4.1146 4.0884 31.2515 0.0144 0.0333 0.0158
Si 9.5535 4.0798 31.2304 -0.0167 -0.0144 -0.0039
Si 1.3672 6.8644 31.2031 0.0411 -0.0043 -0.0091
Si 6.826 6.8439 31.2245 -0.0028 0.0095 -0.0051
Si 4.0415 9.5514 31.1991 -0.0113 -0.0536 -0.0242
Si 9.6094 9.5578 31.2141 0.0044 0.0672 0.0152
Si 2.7377 0.013 0.6487 0.0512 0.0425 0.0199
Si 8.2322 0.0075 0.6127 -0.0088 0.0069 -0.0054
Si 0.0185 2.7212 0.6283 -0.0011 0.0203 -0.0193
Si 5.4868 2.7497 0.6813 0.0235 -0.0233 0.0244
Si 2.7337 5.4925 0.6219 0.0003 -0.0352 -0.0027
Si 8.2039 5.4868 0.6451 0.0056 0.0039 -0.0116
Si 0.0147 8.2123 0.6725 -0.0075 -0.0432 0.0465
Si 5.4522 8.2303 0.638 0.0349 -0.0073 -0.003
Si 4.1031 1.3821 2.0396 -0.0198 -0.0056 0.0117
Si 9.6051 1.3504 2.0022 0.0548 -0.0038 -0.0242
Si 1.3609 4.1446 1.9993 -0.0694 0.0343 0.0041
Si 6.8455 4.1519 2.0287 -0.0692 0.051 -0.0264
Si 4.0877 6.8542 2.007 0.0345 0.0218 -0.0268
Si 9.5786 6.8419 2.039 0.0468 0.0353 0.0141
Si 1.3752 9.6166 2.0401 -0.0649 0.012 -0.0559
Si 6.8457 9.6298 1.989 -0.0999 0.0162 -0.0009
Si 0.0261 0.0349 3.4562 -0.0088 -0.0134 -0.0968
Si 5.4891 0.0312 3.4228 0.0279 0.0487 -0.0624
Si 2.7021 2.7771 3.364 0.1272 -0.0122 0.0384
Si 8.2667 2.7772 3.2978 -0.0697 -0.0364 0.1829
Si 0.0311 5.5082 3.4497 -0.0561 -0.0241 -0.1035
Si 5.4632 5.533 3.4023 0.0463 -0.0391 -0.0155
Si 2.7324 8.2367 3.3712 0.0416 0.0049 0.0414
Si 8.2358 8.2985 3.3431 -0.0283 -0.1607 0.0722
Si 1.3712 1.4568 4.8148 0.0328 0.0211 0.0396
Si 6.9118 1.4721 4.6981 0.0472 0.0527 -0.0403
Si 4.0528 4.1546 4.731 -0.0033 -0.0241 -0.0198
Si 9.5991 4.0763 4.7561 0.0066 0.0007 -0.0036
Si 1.3617 6.9658 4.8155 0.055 0.0243 0.022
Si 6.8372 6.9906 4.7034 0.0382 0.0559 -0.0334
Si 4.096 9.5709 4.7625 0.0028 -0.0314 0.0005
Si 9.6154 9.5742 4.8125 0.0084 0.0315 0.0333
Si 2.7649 0.0423 6.11 -0.0245 -0.0094 0.0027
Si 8.2979 0.1211 6.071 -0.0076 0.0107 0.0116
Si 0.0192 2.7977 6.2832 -0.0241 -0.0087 0.0225
Si 5.5141 2.8393 6.0416 0.0102 0.0087 -0.0047
Si 2.7555 5.5947 6.1203 -0.0179 -0.0094 0.0098
Si 8.2544 5.5993 5.9363 0.0064 0.0075 -0.0099
Si 0.0483 8.3038 6.3446 -0.0224 -0.0229 0.0139
Si 5.501 8.3035 6.2016 0 -0.0058 0.0136
Si 4.4273 1.1864 7.3057 0.0535 -0.0283 -0.1826
Si 9.8139 1.1503 7.6052 0.0588 -0.0168 -0.2424
Si 1.1811 4.4984 7.4842 -0.0431 0.038 -0.1901
Si 6.6456 4.5392 7.2271 -0.0633 0.0021 -0.219
Si 4.3275 6.7061 7.5234 0.0387 -0.0151 -0.2119
Si 9.73 6.6129 7.4855 0.0682 -0.0049 -0.2167
Si 1.2876 9.9383 7.674 -0.0553 0.0369 -0.1826
Si 6.725 9.9656 7.3907 -0.0535 0.0143 -0.197
O 9.5742 1.2414 24.0054 -0.0518 0.0616 -0.1288
O 4.1031 6.8061 23.978 0.0727 -0.0721 -0.1419
O 4.0206 1.2461 24.0309 -0.0447 -0.0444 -0.096
O 9.5353 6.7032 23.9154 0.0253 0.014 -0.1043
O -0.0283 5.538 7.9927 0.0069 0.0053 0.1101
O 5.5763 0.13 7.887 -0.0111 0.0008 0.1069
O 0.0755 0.0849 8.119 0.0154 -0.0053 0.112
O 5.5352 5.6072 7.8585 -0.0115 0.0156 0.1218
O 7.597 3.9431 8.4162 0.0842 -0.056 0.2328
O 8.7376 7.0477 8.7551 -0.0957 0.0797 0.2186
O 2.183 9.4528 9.018 0.1067 -0.0666 0.2107
O 8.9029 1.6748 8.9138 -0.0991 0.1037 0.226
O 7.6168 9.4653 8.6915 0.0872 -0.0773 0.2427
O 3.6112 1.8211 8.5805 -0.0625 0.107 0.2366
O 3.5909 7.2222 8.9333 -0.0677 0.102 0.2633
O 2.0624 4.0029 8.8014 0.1088 -0.0692 0.211
O 8.1304 3.4958 23.3721 -0.1025 0.0858 -0.2658
O 0.4818 4.9526 23.0086 0.0938 -0.1201 -0.2846
O 1.8569 2.7175 23.303 -0.097 0.0275 -0.2562
O 5.8332 4.9349 23.1196 0.1285 -0.1201 -0.2676
O 5.5187 9.9629 23.5571 0.017 -0.0526 -0.1688
O 2.4395 8.6816 23.0336 -0.1428 0.1416 -0.3152
O 0.1846 10.0818 23.0922 0.1455 -0.1455 -0.3154
O 7.8234 8.6283 23.1418 -0.106 0.125 -0.2727
Si 8.6609 7.7104 18.4525 0.006 -0.0157 0.175
Si 8.785 6.3537 13.6392 0.0012 0.0023 -0.0696
Si 3.792 1.5378 14.7378 -0.0088 0.0126 -0.0278
Si 2.1356 5.754 17.6489 -0.0224 -0.0074 0.1751
Si 2.4244 3.1568 19.5357 -0.0563 -0.008 0.2993
Si 9.813 9.0271 12.0855 -0.0185 -0.0198 -0.2142
Si 1.3297 9.4251 22.0937 0.0111 -0.0192 0.5462
Si 9.1717 0.9622 13.2066 0.0034 0.0032 -0.0932
Si 1.4222 5.0507 13.0297 0.0032 -0.0132 -0.0898
Si 1.7965 8.2527 12.8171 0.045 -0.0001 -0.187
Si 6.6604 9.567 22.4815 0.0538 -0.0647 0.4689
Si 4.5225 4.5995 15.7172 0.0029 0.0157 0.0325
Si 8.21 3.0129 9.5762 -0.0018 -0.0553 -0.3676
Si 0.8412 8.2637 19.2712 0.011 0.0686 0.3395
Si 6.9444 1.3638 21.115 0.0119 0.0159 0.3643
Si 8.2282 8.3124 9.6679 -0.0174 -0.006 -0.3871
Si 10.891 5.1997 15.618 0.0132 -0.0028 0.0399
Si 7.5626 9.5014 16.3294 -0.013 -0.0336 0.0701
Si 9.9315 2.0767 20.3255 0 0.0015 0.3438
Si 3.2172 8.51 9.9065 -0.0326 -0.0264 -0.402
Si 6.6941 3.3575 17.423 -0.0065 -0.002 0.1663
Si 1.1706 0.2248 19.8294 0.021 -0.0314 0.2901
Si 3.233 2.8095 12.295 0.0117 -0.0088 -0.2102
Si 7.2221 5.4085 19.6963 0.0256 -0.0284 0.3385
Si 5.7484 8.663 11.5444 0.0028 -0.0159 -0.252
Si 5.7838 6.0657 13.2051 -0.0035 -0.0011 -0.127
Si 4.6309 9.7151 17.6482 0.0048 -0.0012 0.1696
Si 1.0227 3.6064 22.224 -0.0123 0.0747 0.5019
Si 4.8993 1.4933 18.8227 0.0387 0.0001 0.2321
Si 3.194 3.0766 9.5104 -0.0348 -0.0061 -0.3723
Si 6.4483 10.8147 13.7962 -0.0004 -0.0292 -0.0826
Si 10.3467 0.1172 15.9843 0.0006 0.0201 0.0553
Si 5.66 3.6495 11.1536 0.0022 -0.0313 -0.2564
Si 9.8366 3.8944 11.9077 -0.0302 -0.0066 -0.2224
Si 2.3423 9.9198 15.5569 0.0139 -0.0206 0.0277
Si 6.0888 8.1408 19.8312 -0.005 0.0295 0.3289
Si 6.9344 3.9898 22.3832 -0.0275 0.0167 0.476
Si 9.753 2.7766 17.382 0.0014 0.0011 0.2002
O 7.1939 6.3719 13.9793 0.0125 0 0.0309
O 1.884 7.0778 18.684 0.0344 -0.0709 -0.1108
O 10.2958 4.026 16.5326 0.0126 0.0219 -0.0487
O 6.1611 9.9611 17.0682 0.0328 0.0064 -0.0579
O 10.1438 0.707 14.4819 0.011 -0.0006 0.0161
O 8.4519 6.1289 18.8713 0.0266 0.0345 -0.0924
O 5.1679 0.6838 14.4335 -0.0085 0.004 0.0156
O 5.7172 2.0652 17.5422 0.0226 0.0247 -0.0881
O 8.348 1.945 20.5802 0.0533 0.0061 -0.1311
O 1.9972 4.3218 18.4569 -0.0028 0.0788 -0.1358
O 6.963 2.7979 10.6333 -0.0619 0.0192 0.1378
O 4.8687 2.6973 12.2156 -0.0228 -0.0163 0.0938
O 6.0254 4.3966 16.3561 -0.0222 0.0135 -0.0534
O 4.5598 3.9152 9.9385 0.064 0.0112 0.158
O 10.681 2.8149 21.5769 -0.0856 -0.0747 -0.2238
O 9.7226 6.1525 14.9755 0.0061 -0.002 0.0081
O 6.0152 6.504 19.8543 0.0012 0.0041 -0.1017
O 4.0794 0.185 18.2958 0.0016 -0.0408 -0.0843
O 9.2602 10.55 12.2851 -0.0042 0.0366 0.0674
O 2.8523 4.353 12.7033 -0.0163 0.0274 0.0569
O 1.9229 10.7051 21.2287 -0.0101 0.0877 -0.2328
O 4.0005 2.7322 19.412 0.0329 -0.0197 -0.0882
O 0.7278 10.0421 15.9727 0.0002 0.0028 -0.0243
O 1.272 9.8247 18.8522 -0.0013 -0.0305 -0.1234
O 1.7157 1.6818 19.3041 0.0207 0.0225 -0.0926
O 8.9351 10.3909 16.5075 0.0108 0.0087 -0.0284
O 4.8778 8.6119 18.8354 -0.0443 0.0394 -0.1398
O 9.5689 8.7537 10.4922 0.061 0.0336 0.1941
O 6.7469 4.1032 18.8673 -0.0182 -0.0551 -0.155
O 2.8388 1.7193 13.4104 0.0003 -0.0228 0.0599
O 5.865 8.7689 21.3091 -0.0346 -0.0938 -0.3002
O 2.5426 2.4404 10.8701 -0.0028 -0.0145 0.194
O 7.6251 4.863 21.1824 0.0246 0.0928 -0.2902
O 5.2109 7.4705 12.5536 -0.0001 -0.0402 0.0826
O 0.4312 9.063 12.5051 0.0048 -0.0003 0.0552
O 7.5789 1.0522 13.5824 -0.0066 0.0017 0.0298
O 7.1015 9.6323 14.7576 0.0058 0.0031 -0.0026
O 8.9755 5.028 12.7005 -0.0091 0.0339 0.0679
O 8.0871 8.04 16.9248 -0.0181 0.0343 -0.0877
O 6.2029 2.6002 21.9008 0.0041 -0.089 -0.1879
O 2.4559 9.0596 14.1209 0.0037 0.0243 0.0451
O 0.4208 4.4833 11.8708 0.0234 0.0154 0.0713
O 0.8116 8.3276 20.9434 -0.0376 -0.0699 -0.3077
O 9.382 3.8264 10.3511 0.0654 0.0425 0.1879
O 9.652 2.3822 12.5378 -0.0024 -0.0411 0.0675
O 7.6299 8.5791 19.4081 0.0499 -0.0116 -0.1172
O 2.5499 8.1757 11.3633 -0.0642 -0.0104 0.2149
O 3.9781 3.0556 15.3826 -0.0047 -0.0072 -0.007
O 0.8411 4.4923 14.4473 -0.0029 -0.0016 0.0244
O 10.0461 3.0025 18.9741 -0.0118 0.0347 -0.2047
O 9.1438 7.8 12.953 -0.0082 -0.0382 0.0627
O 10.5216 0.557 20.1177 0.0051 -0.0058 -0.1138
O 6.0286 5.0316 11.9416 0.0045 0.0606 0.1045
O 8.1526 2.7531 17.0291 0.0011 -0.0069 -0.0552
O 3.5273 5.4726 16.7408 0.0338 -0.0117 -0.0622
O 4.6677 9.1286 10.3865 0.0683 0.0052 0.1537
O 1.5363 6.672 13.1765 -0.0083 -0.0174 0.0405
O 4.7561 5.4888 14.3511 -0.0096 -0.0072 0.0292
O 2.067 3.8467 20.9801 0.0965 -0.032 -0.2813
O 10.5442 1.4061 16.9696 0.0039 -0.0322 -0.0623
O 0.9424 6.0644 16.5745 -0.0277 -0.0086 -0.0547
O 7.3099 10.9794 21.9877 0.0055 0.1028 -0.1862
O 5.9359 0.9142 19.9338 -0.1017 0.0007 -0.1999
O 6.0698 10.0188 12.4116 0.0168 0.0605 0.0998
O 2.8464 0.5422 15.6063 -0.0033 0.0059 -0.0132
O 7.0529 8.0101 10.7733 -0.0739 0.0045 0.1548
O 10.2467 8.0316 18.6932 -0.053 -0.0126 -0.0877
O 3.4431 9.2023 16.6005 -0.0251 -0.0012 -0.0593

Results
free energy: -137022.930 eV
free energy less fixed offsets of B -154.04, O -568.88, Si -635.61 eV per atom: 4.200 eV

The program warned: the cutoff lies below the one the program advises for these potential files; the exchange-correlation potential is rough where the density is thin.
